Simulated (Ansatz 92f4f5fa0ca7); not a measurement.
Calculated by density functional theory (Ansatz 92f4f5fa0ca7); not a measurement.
Periodic cell of 171 atoms, Si99O72, from a study of silicon, its oxide and their interface. The atomic structure is a simulated model.

Settings
functional: PBE
potential files: Ansatz PAW
basis: plane waves
wave-function cutoff: 700 eV
density cutoff ratio: 5
exchange-correlation grid ratio: 2
k mesh: 2 x 2 x 1, shifted by 0.5 0.5 0.5 of a step
self-consistency stop: 5e-08 eV per atom in the density residual
occupations: Fermi-Dirac, 0.05 eV
spin: none
net charge: 0

Cell vectors (angstrom)
a 11.5983 0 0
b 0 11.5983 0
c 3.6178 1.1126 22.564

Atoms: element, x, y, z (angstrom)
Si 8.2056 -0.045 0.2542
Si 8.4585 3.0183 0.8436
Si 8.4537 6.091 0.5368
Si 0.5652 -0.2584 0.1367
Si 0.6683 2.7933 0.764
Si 0.868 5.8195 0.4257
Si 4.6343 -1.6079 0.2908
Si 4.59 3.7919 0.2752
Si 4.6171 6.8242 0.765
Si -1.3558 -0.7971 1.4773
Si -1.2222 2.8796 2.1002
Si -1.1249 6.5999 1.6641
Si 2.5841 -0.9421 1.4408
Si 2.7766 2.9661 1.725
Si 2.6021 6.6199 1.9254
Si 6.4461 -0.874 1.7194
Si 6.3638 3.0368 1.8069
Si 6.6052 6.7057 1.9578
Si -1.2841 0.8901 3.2047
Si -1.1835 4.8419 3.2867
Si -1.237 8.7321 2.8466
Si 2.7484 0.9662 3.0063
Si 2.6807 4.7147 3.2762
Si 2.5382 8.7581 2.9589
Si 6.3396 1.0596 3.1269
Si 6.4736 4.7881 3.3163
Si 6.5919 8.7718 3.0872
Si 8.3341 1.042 4.5104
Si 8.4384 4.755 4.6178
Si 8.5137 8.7222 4.4017
Si 0.7715 1.016 4.4184
Si 0.7504 4.7384 4.615
Si 0.6423 8.781 4.3228
Si 4.5109 1.0297 4.591
Si 4.5581 4.7518 4.6838
Si 4.546 8.7408 4.3596
Si 8.4417 -0.9295 5.764
Si 8.4111 2.8682 6.0971
Si 8.3934 6.7746 5.7624
Si 0.7468 -0.9104 5.7301
Si 0.7349 2.8338 6.0386
Si 0.7209 6.8245 5.651
Si 4.5698 -0.95 5.8133
Si 4.5425 2.869 6.1651
Si 4.5213 6.8026 5.7755
Si -1.1839 -0.8888 7.069
Si -1.2 2.8636 7.4423
Si -1.2009 6.7903 6.9622
Si 2.637 -0.8661 7.1571
Si 2.5996 2.9015 7.5757
Si 2.5677 6.8056 7.0949
Si 6.525 -0.9186 7.1585
Si 6.4893 2.866 7.6036
Si 6.4421 6.6429 7.1265
Si 10.4924 0.7903 8.7284
Si -1.2507 5.0504 8.48
Si 10.4062 8.7137 8.2186
Si 2.667 0.8113 8.8829
Si 2.4983 5.0893 8.7265
Si 2.6147 8.7581 8.3221
Si 6.5954 0.7673 8.8839
Si 6.392 4.9511 8.899
Si 6.4629 8.6398 8.2276
Si 8.6657 0.0175 9.9839
Si 8.5283 5.4826 9.8999
Si 8.4376 8.5044 9.3817
Si 0.7153 0.227 10.2119
Si 0.4904 5.7279 9.983
Si 0.6762 8.783 9.5852
Si 4.6245 0.1971 10.176
Si 4.3286 5.7272 10.0974
Si 4.5785 8.7647 9.5491
Si 1.0686 7.9056 20.2922
Si 8.3806 -0.5631 12.7662
Si 5.5916 12.4903 12.9648
Si 15.1644 7.1489 17.5701
Si 9.4027 8.3757 16.961
Si 6.1448 3.8657 14.1133
Si 2.3064 3.4123 14.7115
Si 0.1931 1.8843 12.968
Si 12.0754 9.1527 15.829
Si 10.4299 11.4755 14.9325
Si 7.7889 8.4992 14.1908
Si 11.661 5.1406 19.0475
Si 15.7805 -0.5885 19.7829
Si 9.1421 3.9294 20.0341
Si 9.2285 5.4984 17.5029
Si 6.0684 11.7823 17.5202
Si 8.6173 5.4806 14.3467
Si 10.3423 4.4736 12.1928
Si 13.4761 9.8225 18.286
Si 3.862 5.6243 13.1333
Si 4.6119 2.7926 16.363
Si 9.1856 11.2548 17.7651
Si 5.2341 -1.3841 15.0175
Si 15.8328 7.8979 20.2037
Si 13.8917 4.2683 17.4922
Si 9.7812 0.838 20.5081
Si 3.2297 8.037 14.8452
O 6.9087 0.0652 12.4949
O 7.5738 -0.4829 -1.236
O 16.2177 7.0378 18.8307
O 8.5419 4.484 0.0052
O 8.2636 6.9699 -0.8643
O 13.1255 3.7977 16.111
O 0.6059 1.4036 -0.1958
O 0.5563 4.235 -0.0729
O 0.3607 -0.9634 -1.3547
O 11.2527 10.0573 14.7412
O 15.3317 3.4696 17.5874
O 9.9708 0.0689 19.104
O 10.6263 4.6161 20.1915
O -0.2496 1.0241 14.2755
O 16.1728 9.458 19.9786
O 4.6484 5.4211 -0.1682
O 4.5834 3.1057 -1.2384
O 0.6632 1.013 11.6732
O 8.5064 7.1227 10.3622
O 8.4988 4.5135 18.6106
O 5.876 2.4468 13.3626
O 7.8549 6.8817 13.9287
O 8.9777 -0.0735 14.2046
O 0.5944 7.3492 10.4579
O 1.4654 2.7178 13.5382
O 11.6993 4.9885 11.4292
O 5.1206 11.6626 14.2868
O 0.6712 10.1694 10.5603
O 3.7214 5.2167 11.5665
O 15.7159 7.2969 16.0384
O 8.8852 7.0764 17.8005
O 9.0682 9.6393 17.9056
O 14.4124 -0.5555 18.8463
O 9.2437 0.1497 11.5715
O 4.6054 -1.4638 10.519
O 0.8534 9.2912 19.4423
O 12.7098 10.2345 16.9056
O 5.3794 5.1615 13.5025
O 0.5512 6.6259 19.4464
O 8.6433 8.6934 15.5618
O 14.2571 7.6711 20.584
O 4.5685 12.5016 11.6939
O 14.364 8.5274 17.8576
O 5.4421 1.5246 16.8761
O 5.6166 -1.0938 16.5888
O 6.283 9.1002 14.4364
O 7.69 11.9002 17.6153
O 10.5902 2.9072 12.5551
O 12.8894 4.0691 18.7765
O 9.3902 2.3366 20.0211
O 4.6328 8.3195 -0.0475
O 3.7531 -2.0224 14.7968
O 3.5423 7.2022 13.4755
O 3.5427 2.4261 15.1649
O 11.0004 8.1943 16.6163
O 8.8104 5.2943 15.9528
O 10.1164 11.725 16.5088
O 7.7183 4.1906 13.9327
O 2.8406 4.8109 14.0953
O 5.7265 3.7951 15.7047
O 14.1868 5.8655 17.4953
O 4.9137 -0.8587 -1.1657
O 10.0467 5.3459 13.5643
O 8.3186 9.9753 10.145
O 10.8356 5.2377 17.6308
O 13.2099 8.1843 15.142
O 9.009 4.6112 11.2406
O 8.3699 9.3836 12.931
O 5.4451 0.0762 19.0108
O 8.4708 1.5943 -0.057
O 1.4364 6.4061 -1.0213
O 4.5925 7.3553 10.4407

Results
free energy: -103891.493 eV
free energy less fixed offsets of O -569.03, Si -635.61 eV per atom: 4.057 eV
pressure: -0.56 GPa
stress xx, yy, zz, yz, xz, xy (GPa, positive in tension): -0.42, 1.7, 0.39, 0.01, -0.03, -0.57

Forces (eV/angstrom), in the order of the atoms: element, x, y, z
Si -0.2588 0.1751 -0.38
Si 0.0564 0.0429 -0.6453
Si -0.1286 -0.1813 -0.3842
Si 0.0601 0.2624 -0.3357
Si -0.0927 -0.0954 -0.4926
Si 0.0037 0.0376 -0.3658
Si 0.0523 -0.1175 -0.2632
Si 0.0589 -0.2021 -0.5471
Si -0.0184 0.1439 -0.4011
Si -0.0528 0.0959 -0.1087
Si 0.1118 -0.0136 -0.2084
Si 0.1086 -0.1456 -0.1746
Si 0.096 -0.0111 -0.1057
Si 0.1505 0.1111 -0.1993
Si -0.06 -0.1141 -0.1776
Si -0.0358 0.0178 -0.0537
Si -0.2717 0.1246 -0.2488
Si 0.1383 -0.1107 -0.1304
Si -0.0796 -0.0273 0.3101
Si -0.0413 0.0128 0.3563
Si -0.0534 0.0311 -0.1855
Si 0.0292 -0.0794 -0.0913
Si 0.0709 -0.0757 0.2788
Si -0.0466 0.0759 0.0218
Si -0.0175 -0.0291 0.1008
Si -0.004 0.1072 0.3606
Si 0.1311 0.1195 0.0905
Si 0.0681 -0.126 -0.0489
Si 0.1227 0.0076 -0.0696
Si -0.1981 0.0693 -0.0141
Si -0.1095 -0.0587 -0.042
Si -0.0252 0.1417 -0.0772
Si 0.1847 0.0869 -0.0621
Si 0.0252 0.0197 0.0269
Si -0.0527 -0.0774 -0.0207
Si -0.0134 0.0378 -0.087
Si -0.0785 0.1219 0.1007
Si -0.0575 0.0329 -0.0044
Si 0.0125 -0.0321 0.0567
Si 0.0551 -0.0073 0.0429
Si 0.0024 0.0145 0.0005
Si -0.0204 -0.1342 0.0736
Si 0.0559 0.0704 -0.0243
Si 0.0537 0.0664 -0.019
Si -0.0158 -0.2453 -0.0025
Si -0.0574 0.3202 -0.368
Si -0.0386 -0.1105 0.0578
Si -0.0026 -0.0753 -0.4095
Si -0.0441 0.148 -0.2293
Si 0.007 -0.0225 0.1602
Si 0.0245 0.0024 -0.263
Si 0.1276 0.0452 -0.299
Si -0.0007 -0.1163 0.0597
Si -0.0957 -0.0846 -0.1857
Si 0.1022 -0.0011 0.0382
Si 0.1531 -0.0017 0.1468
Si 0.1247 -0.0407 0.022
Si -0.0806 -0.076 0.1519
Si -0.2219 0.0176 0.1059
Si -0.0101 0.0091 0.2426
Si -0.0178 -0.0121 0.1774
Si 0.0581 0.1431 0.087
Si -0.0212 -0.0071 0.09
Si -0.1565 -0.4677 0.4541
Si 0.0139 0.3692 0.4701
Si -0.2133 -0.043 0.7759
Si 0.0251 -0.0737 0.2064
Si -0.0306 -0.0014 0.4641
Si 0.0269 0.0846 0.7576
Si 0.0233 -0.2728 0.3404
Si 0.0242 0.2552 0.3602
Si 0.0585 0.0438 0.618
Si 0.0974 -0.0624 -0.5092
Si -0.0433 -0.2147 0.5548
Si 0.2169 0.0225 0.4991
Si -0.0131 -0.1107 -0.2391
Si 0.0267 -0.0422 0.0301
Si 0.0704 0.0554 0.3623
Si -0.0029 -0.0389 0.2899
Si -0.0047 0.0785 0.4041
Si -0.0332 -0.0678 -0.0995
Si 0.0687 -0.279 0.2462
Si 0.0121 -0.0644 0.347
Si -0.0396 -0.1668 -0.2984
Si 0.0049 -0.116 -0.5278
Si 0.2739 0.1428 -0.3964
Si 0.0409 0.157 -0.1851
Si 0.0154 -0.0557 -0.2849
Si -0.127 0.0602 0.3055
Si -0.0126 0.1594 0.2278
Si 0.0398 0.0356 -0.3403
Si 0.0915 0.1028 0.6978
Si -0.0021 0.0204 0.0856
Si -0.1374 -0.1309 -0.2577
Si -0.0306 -0.1781 0.1596
Si -0.1619 -0.0072 -0.4492
Si -0.0038 -0.0177 -0.0026
Si 0.0764 -0.0194 -0.226
Si -0.0453 0.0749 0.2
O 0.0656 -0.0001 -0.1393
O 0.2118 0.0519 0.2983
O -0.0458 0.1407 0.3078
O -0.1226 0.1804 0.4738
O -0.0115 -0.096 0.4164
O 0.1077 -0.0234 -0.0612
O 0.1089 -0.3373 0.5009
O 0.1765 0.4555 0.3661
O 0.0142 0.1727 0.5345
O -0.0567 0.1371 -0.0685
O -0.0149 -0.0171 -0.0863
O 0.0502 0.0387 0.3091
O -0.0545 -0.038 0.1959
O 0.0607 0.0969 -0.2935
O 0.0693 -0.0165 0.1113
O -0.0708 -0.3371 0.4681
O -0.1222 0.0998 0.4537
O 0.0294 -0.2167 -0.343
O -0.0198 -0.1541 -0.6191
O 0.0367 -0.1035 0.305
O -0.0512 -0.1536 -0.205
O 0.0565 0.0541 -0.1304
O -0.1676 -0.0022 -0.295
O 0.0539 -0.303 -0.4591
O -0.0741 -0.0526 -0.232
O 0.1556 0.1501 -0.2679
O 0.0044 0.1672 -0.3211
O -0.0365 0.158 -0.4896
O 0.0533 0.013 -0.5973
O -0.0447 0.0302 0.0304
O 0.0215 -0.0819 -0.0127
O 0.0289 0.1055 0.0083
O 0.1056 0.0445 0.2329
O -0.0144 0.181 -0.4974
O -0.0131 0.3306 -0.4792
O -0.0291 -0.0457 0.2048
O 0.0806 -0.0475 0.212
O -0.0985 0.0504 -0.1778
O 0.0293 0.1837 0.2384
O -0.0864 0.0004 -0.2053
O 0.031 0.0153 0.1851
O -0.1046 -0.1046 -0.5064
O -0.0294 0.0658 0.1348
O 0.0068 -0.0101 0.0584
O 0.0129 0.0639 -0.0182
O 0.1068 0.0105 -0.0883
O -0.0323 0.0106 0.0642
O -0.0404 -0.0686 -0.0674
O -0.0487 0.1445 0.0677
O -0.0517 -0.0744 0.1272
O -0.0746 0.1826 0.5236
O 0.0657 0.0036 -0.0592
O 0.0536 -0.1397 -0.2336
O -0.0647 0.0186 -0.0533
O -0.0227 0.0935 -0.0238
O 0.022 -0.0543 -0.0547
O -0.0205 0.0716 0.0202
O 0.003 -0.0175 -0.1351
O 0.0149 0.0676 -0.2302
O -0.0582 -0.0128 -0.1196
O 0.0388 0.0005 0.0639
O -0.1302 -0.1353 0.2553
O 0.1411 -0.1615 -0.3859
O 0.1896 0.3496 -0.112
O 0.0198 -0.0179 0.1903
O 0.0697 -0.0177 -0.0631
O -0.2494 0.1056 -0.3077
O 0.025 0.1244 -0.1608
O -0.1055 0.0168 0.2584
O -0.1553 -0.2897 0.4208
O 0.0522 -0.0929 0.3554
O -0.1217 -0.4772 -0.2689

The program warned: the cutoff lies below the one the program advises for these potential files.
